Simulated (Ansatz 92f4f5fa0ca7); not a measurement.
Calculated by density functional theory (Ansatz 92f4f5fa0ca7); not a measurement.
Periodic cell of 288 atoms, Si196O92, from a study of silicon, its oxide and their interface. The atomic structure is a simulated model.
Doubt: the cutoff is far below the 930 eV that the study's wrapper takes by default for these files, so forces and energies are approximate.
This geometry differs little from another in the collection (a relaxation step or a small displacement).

Settings: functional PBE; potential files Ansatz PAW; basis plane waves; wave-function cutoff 580 eV; density cutoff ratio 5; exchange-correlation grid ratio 1; k mesh 1 x 1 x 1, Gamma-centred; self-consistency stop 5e-08 eV per atom in the density residual; occupations fixed; spin none; net charge 0.

Cell vectors (angstrom)
a 11.6015 0 0
b 0 10.938 0
c 0 0 40.3237

Atoms: element, x, y, z (angstrom)
Si 0 0 0.9665
Si 3.8672 0 0.9665
Si 7.7343 0 0.9665
Si 1.9336 1.3673 0.9665
Si 5.8008 1.3673 0.9665
Si 9.6679 1.3673 0.9665
Si 0 5.469 0.9665
Si 3.8672 5.469 0.9665
Si 7.7343 5.469 0.9665
Si 1.9336 6.8362 0.9665
Si 5.8008 6.8362 0.9665
Si 9.6679 6.8362 0.9665
Si 1.9336 2.7345 39.3566
Si 5.8008 2.7345 39.3566
Si 9.6679 2.7345 39.3566
Si 0 4.1018 39.3566
Si 3.8672 4.1018 39.3566
Si 7.7343 4.1018 39.3566
Si 1.9336 8.2035 39.3566
Si 5.8008 8.2035 39.3566
Si 9.6679 8.2035 39.3566
Si 0 9.5708 39.3566
Si 3.8672 9.5708 39.3566
Si 7.7343 9.5708 39.3566
Si 0 0 4.8337
Si 3.8672 0 4.8337
Si 7.7343 0 4.8337
Si 1.9336 1.3673 4.8337
Si 5.8008 1.3673 4.8337
Si 9.6679 1.3673 4.8337
Si 0 5.469 4.8337
Si 3.8672 5.469 4.8337
Si 7.7343 5.469 4.8337
Si 1.9336 6.8362 4.8337
Si 5.8008 6.8362 4.8337
Si 9.6679 6.8362 4.8337
Si 1.9336 2.7345 2.9001
Si 5.8008 2.7345 2.9001
Si 9.6679 2.7345 2.9001
Si 0 4.1018 2.9001
Si 3.8672 4.1018 2.9001
Si 7.7343 4.1018 2.9001
Si 1.9336 8.2035 2.9001
Si 5.8008 8.2035 2.9001
Si 9.6679 8.2035 2.9001
Si 0 9.5708 2.9001
Si 3.8672 9.5708 2.9001
Si 7.7343 9.5708 2.9001
Si 3.8958 0.9548 29.2016
Si 6.4681 -0.6326 29.46
Si 3.8236 2.2935 21.7798
Si 1.6648 -2.7572 30.9675
Si 10.1678 6.4736 20.7606
Si 11.4986 -1.0426 31.234
Si 1.4707 6.0026 32.0988
Si 5.6678 8.0901 31.8123
Si 3.0205 7.1225 22.9523
Si -0.4879 11.3001 22.5406
Si 3.0771 4.4043 31.0834
Si 5.2062 3.793 32.145
Si 5.4421 0.9817 24.0701
Si 0.6441 -0.3176 25.3153
Si 13.5443 2.3729 31.3147
Si -0.2746 2.8533 30.5378
Si 2.8216 7.429 29.0124
Si 3.5212 8.8958 32.329
Si 7.514 9.5997 31.495
Si 3.0726 9.6493 26.9879
Si 7.5357 4.5209 31.5061
Si -1.8872 14.4102 32.1254
Si 8.6091 11.4901 27.5683
Si 9.8991 6.9648 28.9504
Si -0.066 0.0641 33.3957
Si 3.7427 -0.0082 33.5631
Si 7.5961 0.211 33.3418
Si 1.864 1.3923 33.4943
Si 5.5718 1.5761 33.3955
Si 9.6009 1.5032 33.5002
Si -0.4426 5.1601 33.2669
Si 4.4217 5.309 33.8659
Si 7.8963 5.6631 33.5588
Si 2.7979 7.0399 33.6586
Si 6.0228 6.9356 33.8115
Si 9.7691 7.0512 33.5557
Si 1.903 2.7412 35.4498
Si 5.8366 2.6914 35.4856
Si 9.6755 2.7294 35.5153
Si -0.0132 4.1373 35.4205
Si 3.9015 3.9763 35.6541
Si 7.77 4.1271 35.4295
Si 1.9598 8.2218 35.5213
Si 5.8239 8.37 35.6013
Si 9.6604 8.3078 35.518
Si 0.0043 9.6268 35.3947
Si 3.8458 9.6368 35.5313
Si 7.7226 9.7456 35.3862
Si 0 0 37.423
Si 3.8672 0 37.423
Si 7.7343 0 37.423
Si 1.9336 1.3673 37.423
Si 5.8008 1.3673 37.423
Si 9.6679 1.3673 37.423
Si 0 5.469 37.423
Si 3.8672 5.469 37.423
Si 7.7343 5.469 37.423
Si 1.9336 6.8362 37.423
Si 5.8008 6.8362 37.423
Si 9.6679 6.8362 37.423
Si 1.9522 2.666 6.8043
Si 5.7978 2.7197 6.7786
Si 9.7 2.7064 6.7649
Si 0.0371 4.0739 6.7761
Si 3.8565 4.0609 6.7465
Si 7.7567 4.0419 6.7085
Si 1.8896 8.1869 6.7707
Si 5.7591 8.1893 6.7518
Si 9.6158 8.1849 6.7761
Si -0.048 9.5506 6.7978
Si 3.8274 9.5403 6.7578
Si 7.6822 9.5602 6.754
Si -0.0298 -0.06 8.78
Si 3.9169 -0.1367 8.7495
Si 7.6679 -0.0007 8.6739
Si 1.9299 1.2311 8.7365
Si 5.717 1.3696 8.7337
Si 9.6123 1.334 8.693
Si -0.0212 5.4553 8.7043
Si 3.8254 5.406 8.6756
Si 7.6782 5.3548 8.6305
Si 1.9449 6.8571 8.7253
Si 5.7784 6.7262 8.6064
Si 9.6384 6.7703 8.6826
Si 0.6411 -1.674 18.7439
Si 7.399 4.0078 10.5915
Si 7.2665 4.5554 14.483
Si -2.2709 1.1391 12.3747
Si -0.2166 0.0523 12.6664
Si 2.0309 6.3963 12.2022
Si 0.662 3.6143 14.1041
Si 2.1628 8.2356 10.6884
Si 14.6966 11.205 13.7255
Si 0.148 9.5402 10.7689
Si -0.2357 14.9858 10.6029
Si 8.3654 14.8775 20.8412
Si -5.211 4.581 18.7311
Si 6.0899 -3.0915 10.6257
Si 13.3065 2.6569 10.6035
Si -1.6713 2.8561 18.3675
Si 9.3606 6.839 12.4697
Si 5.2139 0.357 12.283
Si 4.3417 6.5242 17.7244
Si 5.58 2.6431 16.3076
Si 9.4895 6.0883 25.0398
Si -1.7817 8.1651 10.5892
Si 7.5528 10.4607 12.5469
Si 5.4723 2.5281 10.8336
O 11.5204 -40.3737 27.4274
O 11.3629 16.6724 21.5821
O 2.5648 11.2008 15.3455
O -8.27 -3.483 21.3744
O 32.3599 -6.1493 26.0184
O 14.3441 -20.6326 30.3343
O 4.2025 12.4318 20.3692
O 2.4644 28.8029 13.7068
O 39.1479 -20.6596 22.8953
O 5.0589 27.3792 18.7928
O -4.0006 -5.3644 18.2678
O 3.7288 16.6736 23.4156
O 40.877 18.7081 24.6044
O 19.4965 -5.4614 15.6726
O 29.4031 16.8648 22.6656
O -0.6153 20.9588 19.4474
O 1.4489 17.743 23.271
O 15.5938 2.9858 16.076
O 26.3523 5.2068 11.8295
O 13.1818 19.7717 20.0025
O 19.9458 28.3673 23.9387
O 37.5694 -12.2963 13.3623
O 18.9036 -13.6031 15.1084
O 29.12 8.8576 28.8404
Si 1.6119 9.9786 15.9953
Si 9.4003 13.4666 14.2185
Si 4.2689 9.4872 10.7556
Si 14.4696 15.0476 16.4558
Si -4.4058 5.9673 11.9357
Si 12.6096 3.8276 18.8072
Si 9.6521 8.4412 31.6116
Si -18.3368 19.8042 24.7409
Si 28.5476 3.6006 25.2459
Si -4.6024 -3.7243 23.3603
Si 10.258 9.6701 20.8807
Si 14.7327 8.3447 20.0238
Si 4.9374 21.9564 19.9364
Si 5.2168 7.505 29.5497
Si 31.3481 14.5932 26.6999
Si 24.6909 12.6807 12.7664
Si 8.6817 16.2864 17.0808
Si 3.4477 14.3765 27.5514
Si -5.5661 11.2427 16.8839
Si 11.7853 4.3719 28.7585
Si 11.9993 5.5541 23.065
Si 28.9632 8.4355 15.6412
Si 11.4901 16.3169 12.5619
Si 30.688 -0.8429 21.6992
Si 14.0624 5.0591 28.8999
Si 10.9366 28.4205 18.4898
Si 22.6631 10.0886 14.906
Si -4.2388 -5.5568 29.2101
Si 9.3954 -8.2309 10.5945
Si 20.0878 8.5795 13.9718
Si 7.8298 9.4215 10.4713
Si 16.6521 4.817 23.1614
Si 11.1176 0.755 29.5433
Si 13.0741 13.8342 21.8465
Si -2.6327 22.6567 16.6089
Si 10.0074 8.8824 26.6494
Si -3.4191 12.2013 22.7049
Si 3.1224 19.2044 14.3122
Si 0.7645 2.0102 27.0909
Si 3.5576 15.015 10.64
O 5.4994 33.0999 18.426
O -6.9189 14.6429 21.9828
O 9.264 1.4167 18.0728
O -8.1881 10.7803 28.1062
O 7.6337 10.8228 16.827
O 1.0939 25.9223 22.9983
O -9.1486 -2.3705 15.7783
O -5.3432 -29.4157 15.0131
O 28.4056 33.1275 29.9582
O -0.0604 13.6394 18.3107
O 15.1024 -5.3115 16.6283
O 8.569 23.7719 15.4874
O 1.6871 25.9755 15.3177
O 32.8631 33.3379 28.8166
O 30.3522 0.2264 28.2261
O 22.4839 13.9241 14.7814
O 12.0302 -9.3297 21.9391
O 46.8152 -5.6278 18.4799
O 4.4176 19.9703 26.2906
O 13.9019 2.4854 26.8357
O 8.3438 -4.351 28.6748
O -2.6289 -0.7577 26.6039
O 53.6844 -13.3195 22.3951
O 9.3919 14.8315 17.2332
O 3.4183 7.4735 18.6727
O 9.8427 -4.4781 17.2627
O -1.9902 7.4973 25.879
O 13.7806 -0.6221 25.7869
O 11.3804 -1.5005 26.0054
O -3.0534 14.7954 13.7417
O -13.1949 40.0117 30.5492
O -2.9826 23.9269 26.8328
O 17.0557 21.2621 24.3101
O 40.9387 10.604 20.9551
O 13.0057 21.1185 17.6225
O 21.8148 18.9924 21.2805
O -17.7621 -47.2602 16.9008
O -30.0647 8.0796 14.4099
O 6.8746 3.9595 20.154
O 13.9512 14.5827 17.9282
O 34.077 5.6837 24.2514
O 9.7317 0.9907 23.2305
O 21.9272 0.0756 16.0723
O -2.0728 14.3149 19.8433
O -2.7653 16.449 21.1406
O 22.4599 16.6572 28.5342
O 35.4455 11.8415 28.3161
O 3.5937 -46.3021 23.8193
O -11.4752 -3.0385 18.0315
O -6.6325 12.9174 25.268
O 0.2256 -9.7282 25.7719
O 21.541 8.8801 14.7354
O -28.6375 14.2907 17.6755
O 27.5564 -6.7441 26.4116
O -3.3476 2.7946 22.0165
O 35.229 21.4994 23.6973
O -12.9491 19.3146 28.1977
O 2.3548 8.3648 27.7053
O 27.1689 -1.2112 19.9877
O 16.9764 -0.9522 16.0531
O 17.4645 6.0558 29.0083
O 18.4923 3.7624 25.6872
O 1.3463 -18.264 20.3748
O 8.6705 -22.8428 20.5699
O 52.9107 5.5194 13.4098
O 27.5251 2.3667 28.4717
O 53.4002 23.3411 23.8192
O -3.93 -6.8375 28.2166

Results
free energy: -176908.306 eV
free energy less fixed offsets of O -568.88, Si -635.61 eV per atom: 8.214 eV

Forces (eV/angstrom), in the order of the atoms: element, x, y, z
Si -0.0098 0.0876 -0.0212
Si 0.0045 0.0062 -0.0056
Si 0.0045 0.0608 -0.0393
Si -0.0005 -0.0557 0.0056
Si -0.0082 -0.0477 0.0101
Si -0.003 -0.0077 0.0123
Si 0.0036 0.092 -0.0116
Si -0.0027 -0.0179 0.0159
Si 0.0044 0.0524 -0.0216
Si 0.0083 -0.0244 0.0218
Si -0.0021 0.005 0.0188
Si 0.004 -0.0341 0.0062
Si 0.018 0.1071 -0.093
Si -0.0018 0.0768 -0.067
Si 0.0446 0.0099 -0.0244
Si -0.0423 -0.1086 0.0032
Si 0.0307 0.1002 0.1382
Si -0.0093 -0.0759 -0.0058
Si 0.0117 0.0171 0.0279
Si -0.0109 -0.0648 0.0705
Si -0.0216 -0.0055 0.0579
Si 0.0018 -0.1467 -0.068
Si 0.0005 0.0123 0.0256
Si 0.0334 -0.1494 -0.0996
Si -0.0719 -0.0669 0.1666
Si -0.0492 -0.0081 0.0242
Si -0.0636 0.0126 -0.0634
Si 0.0144 -0.1621 0.0275
Si -0.0163 -0.1296 0.0665
Si 0.101 -0.1143 -0.0879
Si 0.1028 -0.0995 0.0813
Si -0.0371 -0.0461 0.0068
Si 0.03 -0.0128 -0.1756
Si -0.0743 -0.0575 -0.0312
Si -0.0264 -0.1168 -0.0832
Si -0.082 -0.0468 0.025
Si -0.0145 0.0759 0.0238
Si -0.0095 0.07 0.0144
Si -0.0121 0.0161 -0.0074
Si -0.0188 -0.0565 -0.0182
Si -0.014 0.0026 0.0043
Si -0.0006 -0.0085 -0.0332
Si -0.0049 0.0255 -0.0199
Si -0.0037 -0.0078 -0.0238
Si 0.017 0.0183 -0.0306
Si 0.0081 -0.0936 0.0322
Si -0.0068 -0.0374 0.0257
Si 0.0043 -0.0401 0.0023
Si 0.0097 -0.0145 0.0095
Si -0.0107 0.0006 -0.026
Si -0.0375 0.0024 -0.0078
Si -0.0358 0.0232 -0.0349
Si -0.002 0.0006 -0.0358
Si -0.0007 -0.0341 -0.0314
Si -0.0762 -0.1081 -0.0693
Si 0.0098 0.0145 0.0143
Si -0.0084 -0.0162 0.0058
Si -0.038 0.0029 -0.013
Si -0.2336 0.1473 0.1491
Si 0.1801 -0.1124 0.0389
Si 0.0193 0.0056 -0.0229
Si 0.013 -0.0014 -0.0269
Si 0.0485 0.0285 0.0226
Si -0.0175 0.0214 -0.0051
Si 0.0192 0.0344 0.0337
Si 0.0134 0.0146 0.0041
Si -0.0021 0.0123 0.0013
Si 0.0126 -0.0037 0.0207
Si 0.0063 -0.0539 0.0212
Si 0.0109 0.0159 -0.0224
Si -0.0063 0.0199 -0.0112
Si 0.0049 0.0056 0.0066
Si -0.0104 -0.0045 -0.0013
Si 0.0091 -0.01 0.0223
Si -0.0155 -0.0117 0.0173
Si 0.0081 0.0054 -0.012
Si 0.0327 0.0232 -0.0014
Si 0.0033 0.0021 0.0017
Si 0.0189 0.0566 -0.0629
Si -0.0947 0.0281 -0.1305
Si 0.0001 0.0473 0.0169
Si 0.0972 -0.0337 0.1416
Si 0.0832 -0.056 -0.0694
Si -0.0182 -0.0186 0.02
Si -0.0105 -0.0023 0.0034
Si -0.0081 -0.0027 0.0015
Si -0.0055 -0.0066 0.0199
Si -0.0096 -0.0082 0.0158
Si 0.003 -0.0204 -0.011
Si -0.0017 0.0033 -0.0077
Si 0.0049 -0.0038 -0.0109
Si -0.0156 0.0112 0.0254
Si 0.0033 -0.0112 -0.0034
Si -0.0167 -0.0049 0.0136
Si -0.004 -0.0003 -0.0074
Si 0.0182 -0.0041 -0.0042
Si 0.1428 0.0762 -0.327
Si 0.0002 0.4358 0.4398
Si 0.0658 0.291 -0.0373
Si -0.1192 0.0441 -0.1425
Si 0.2516 -0.192 0.1495
Si -0.0199 -0.0758 0.2152
Si 0.0093 0.1124 -0.4117
Si -0.0514 0.1329 0.3783
Si -0.0086 0.0081 -0.3098
Si -0.0866 -0.0183 0.1168
Si 0.101 0.218 0.0704
Si -0.0929 0.2552 -0.0863
Si -0.0047 0.0007 0.0053
Si 0.0043 -0.0027 -0.0103
Si 0.0004 -0.0006 -0.0047
Si -0.0025 0.0027 -0.0045
Si 0.003 0.0079 -0.0019
Si 0.0022 -0.0038 -0.0011
Si 0.0043 -0.0009 -0.0099
Si -0.002 -0.0052 -0.0018
Si 0.0026 -0.002 -0.0057
Si -0.0012 0.0118 -0.0042
Si -0.0059 0.0023 -0.0067
Si 0.0026 0.0008 -0.0033
Si -0.0054 -0.0011 -0.0125
Si 0.0047 0.0034 -0.0058
Si 0.0079 -0.0046 -0.0043
Si -0.0052 0.0061 -0.0003
Si -0.0056 0.0049 0.0069
Si 0.0042 -0.0005 -0.0134
Si 0.0024 -0.0037 -0.0103
Si -0.0031 -0.0083 -0.0061
Si -0.0047 -0.0048 0.0065
Si 0.0046 0.0066 0.0004
Si 0.0072 0.0086 0.0021
Si -0.0026 0.003 -0.0025
Si -0.0112 0.0134 -0.0085
Si -0.0109 0.0145 0.0053
Si -0.0003 -0.0164 0.0046
Si 0.0278 -0.0059 0.0134
Si -0.0141 0.0211 -0.004
Si 0.0033 0.0128 -0.024
Si -0.0286 -0.0058 -0.0098
Si -0.0059 -0.0211 0.0079
Si 0.0132 0.0129 -0.0061
Si -0.0077 -0.0114 0.0077
Si -0.0141 -0.0027 -0.0002
Si -0.0038 -0.0194 0.0187
Si 0.0144 -0.0183 -0.0081
Si -0.0103 0.0026 0.0017
Si 0.0103 -0.0044 -0.0085
Si -0.0146 -0.0136 0.0017
Si 0.0084 -0.0258 0.013
Si -0.0239 0.0068 -0.0124
Si 0.0049 0.009 -0.0082
Si 0.0076 -0.0042 -0.0078
Si -0.0074 -0.0177 -0.0079
Si 0.0015 0.0071 -0.0135
Si 0.0043 0.0013 0.0012
Si -0.0107 0.0123 -0.0063
O -0.0117 -0.0173 -0.024
O 0.0032 -0.0004 0.011
O -0.0067 0.0027 0.0185
O 0.001 -0.0038 0.0049
O 0.0116 0.011 0
O -0.0101 -0.0375 -0.0266
O 0.004 -0.0044 0.0027
O -0.0068 -0.007 -0.0085
O 0.0111 -0.006 0.0069
O -0.0087 0.0051 0.0022
O -0.0008 -0.0055 0.0009
O -0.0042 0.0092 -0.008
O -0.0032 -0.0035 0.0085
O 0.0115 -0.0079 0.0145
O -0.0005 0.0011 0.0081
O 0.0142 -0.0125 -0.001
O 0.0026 0.0039 0.0031
O -0.0101 0.003 0.0008
O 0.0031 0.0257 0.0382
O 0.0039 -0.0064 -0.001
O 0.0076 -0.002 0.0088
O -0.0075 -0.0186 0.0003
O -0.0205 0.0051 0.0149
O 0.0144 -0.0179 0.029
Si 0.0029 -0.0126 0.0015
Si -0.0362 0.0126 -0.0006
Si 0.0116 0.0034 0.0041
Si 0.0185 -0.0088 0.0045
Si 0.0012 -0.0119 0.0003
Si 0.0068 0.0035 0.0205
Si 0.036 0.0267 0.0262
Si 0.0104 0.0113 -0.0027
Si 0.0142 -0.0115 -0.041
Si 0.007 0.0102 -0.0263
Si -0.033 0.051 0.0258
Si -0.0011 0.0177 -0.0028
Si 0.0208 0.0049 -0.0031
Si -0.0525 -0.0093 -0.0374
Si -0.0116 -0.0157 -0.0037
Si 0.0085 -0.0133 -0.0145
Si -0.0125 -0.004 -0.0255
Si 0.024 -0.0275 -0.0105
Si -0.0047 0.0124 0.0139
Si -0.006 -0.0099 0.0556
Si 0.015 -0.0197 -0.0204
Si 0.0012 0.0045 -0.0052
Si -0.0073 0.0091 0.0204
Si 0.0297 0.0241 -0.0301
Si -0.0016 0.0307 -0.0296
Si 0.0034 0.0033 0.008
Si 0.0038 0.007 0.0281
Si 0.0187 0.0061 -0.0249
Si 0.016 0.0021 0.004
Si 0.032 0.0116 0.0094
Si -0.0099 -0.0093 0.0133
Si 0.0007 -0.0307 0.0046
Si 0.0033 -0.0087 0.0516
Si 0.0176 -0.0196 0.0053
Si -0.0199 -0.0041 -0.0008
Si 0.0041 -0.0014 0.0137
Si 0.0165 -0.0237 0.0055
Si 0.01 0.0044 -0.0035
Si 0.0165 -0.0126 -0.0069
Si 0.0163 -0.0382 -0.0156
O -0.0015 0 -0.0113
O 0.0078 0.0061 0.0144
O 0.0017 0.0114 0.006
O -0.0074 -0.0075 -0.0062
O -0.0037 0.0037 -0.0065
O -0.005 0.0216 0.0092
O -0.0055 0.0064 -0.0056
O 0.0091 -0.0087 0.0056
O -0.0017 -0.0003 -0.0112
O 0.0084 -0.0038 -0.0043
O -0.0025 -0.0036 0.0103
O 0.0104 0.0024 -0.0054
O 0.0041 -0.005 0.0033
O -0.0099 0.0051 -0.0019
O 0.006 -0.0094 0.0203
O 0.0362 0.0031 0.0232
O 0.0051 -0.0005 -0.0052
O 0.0087 -0.0159 -0.0017
O -0.0143 0.0071 0.0018
O 0.0009 -0.0005 0.0005
O -0.0173 -0.012 0.0054
O 0.0045 -0.0144 0.0035
O -0.0077 -0.035 0.0308
O -0.0022 0.0062 0.0031
O 0.0012 -0.0061 0.0063
O -0.0021 -0.0012 0.0089
O -0.0007 0.0046 0.0013
O -0.0123 -0.0082 0.0029
O -0.004 -0.0099 0.0081
O -0.0105 0.0045 -0.002
O -0.0094 -0.0093 -0.0159
O 0.0033 0.0011 0.0118
O -0.0041 -0.0171 0.0002
O -0.0071 -0.0006 0.0042
O -0.01 -0.0048 0.0041
O 0.0025 -0.0184 0.0044
O -0.0041 -0.0106 0.0104
O 0.0047 0.0038 0.0116
O 0 0.0034 -0.006
O 0.0012 0.0034 -0.0047
O -0.0068 0.0054 0.0087
O 0.0056 -0.0162 -0.005
O 0.0216 -0.0013 -0.0139
O -0.0057 0.0102 0.0013
O -0.0036 -0.001 -0.0017
O 0.0007 0.0059 -0.0125
O 0.0086 0.004 -0.0128
O -0.0032 -0.0058 -0.0005
O 0.0011 -0.0061 0.0085
O -0.0011 -0.0013 0.0158
O -0.0072 0.0061 -0.0041
O -0.0291 -0.0348 -0.0169
O 0.0017 0.0069 0.0075
O -0.0263 0.0071 0.0278
O 0.0031 0.0244 -0.023
O 0.008 -0.0085 0.0232
O -0.007 -0.0057 -0.0181
O 0.0055 0.0038 -0.0291
O -0.0089 -0.0169 0.0018
O 0.0039 -0.006 -0.0096
O 0.0161 -0.0068 0.0119
O -0.0002 0.0008 0.007
O -0.0074 0.0032 -0.0147
O 0.0148 0.0001 0.0267
O 0.0036 0.0065 -0.0119
O -0.0171 0.0206 -0.0204
O -0.0268 -0.0116 0.0099
O 0.0066 -0.0014 0.004

The program warned: the cutoff lies below the one the program advises for these potential files; the exchange-correlation potential is rough where the density is thin.
